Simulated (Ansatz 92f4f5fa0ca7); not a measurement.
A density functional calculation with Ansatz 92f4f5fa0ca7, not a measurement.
Periodic cell of 140 atoms, Si84O56, from a study of silicon, its oxide and their interface. The atomic structure is a simulated model.

Settings: functional r2SCAN; potential files Ansatz norm-conserving; basis plane waves; wave-function cutoff 1300 eV; density cutoff ratio 4; exchange-correlation grid ratio 1; k mesh 2 x 2 x 1, shifted by 0.5 0.5 0.5 of a step; self-consistency stop 5e-08 eV per atom in the density residual; occupations Fermi-Dirac, 0.05 eV; spin none; net charge 0.

Cell vectors (angstrom)
a	10.88	0	0
b	0	10.88	0
c	0	0	20.2754

Atoms: element, x, y, z (angstrom)
Si	0.091	-0.2041	0.1394
Si	2.7058	2.708	0.2034
Si	-0.5195	6.0031	0.051
Si	3.215	7.6368	0.1237
Si	5.9374	-0.6294	-0.0216
Si	7.7095	3.2487	-0.034
Si	5.4696	5.4486	0.4013
Si	8.2113	8.0979	0.4299
Si	1.3485	1.334	1.4369
Si	4.2558	3.9743	1.591
Si	1.2854	6.7303	1.5061
Si	4.2174	9.4376	1.4072
Si	6.8294	1.3298	1.2867
Si	9.3693	4.2357	1.3431
Si	6.8005	6.7309	1.7144
Si	9.6488	9.5196	1.6358
Si	-0.0175	2.7462	2.8091
Si	2.817	-0.0606	2.8199
Si	-0.0813	8.0783	2.9106
Si	2.6888	5.3399	2.8259
Si	5.5089	2.5415	2.8923
Si	8.2551	0.1066	2.8288
Si	5.3562	8.1326	2.9805
Si	8.1743	5.4348	3.0711
Si	1.3963	4.019	4.2987
Si	4.0778	1.3219	4.1984
Si	1.2914	9.6542	4.2858
Si	3.9808	6.7473	4.2262
Si	6.7045	4.0778	4.2978
Si	9.5287	1.3746	4.3266
Si	7.0105	9.4117	4.2507
Si	9.638	6.6145	4.3669
Si	0.0167	0.1225	5.7521
Si	2.7678	2.5409	5.6019
Si	-0.0065	5.2941	5.7871
Si	2.6494	8.0928	5.4575
Si	5.6014	-0.0346	5.4528
Si	8.0712	2.7775	5.6807
Si	5.3058	5.4231	5.556
Si	8.2375	8.0779	5.651
Si	1.3046	1.4267	7.1052
Si	4.0494	3.9719	6.9375
Si	1.3175	6.8147	7.0464
Si	4.1077	9.5091	6.6844
Si	6.7532	1.3693	7.0184
Si	9.4835	3.9968	7.1253
Si	6.7723	6.8399	6.8989
Si	9.5199	9.591	6.9259
Si	-0.2752	2.712	8.5367
Si	2.8103	-0.0414	8.1565
Si	-0.1468	8.0198	8.4492
Si	2.6273	5.5094	8.3137
Si	5.37	2.7087	8.3999
Si	8.2541	0.1761	8.2447
Si	5.3839	8.227	8.2526
Si	8.0865	5.4252	8.4205
Si	0.4682	4.4724	10.0275
Si	4.4083	0.8927	9.5372
Si	0.9903	9.4041	9.9343
Si	4.0818	6.7182	9.6228
Si	6.3743	4.4323	9.7097
Si	9.8662	0.8943	9.7729
Si	6.2959	10.2965	9.2869
Si	9.9227	6.2027	9.7543
Si	4.599	-1.8586	13.4556
Si	7.396	3.5022	15.5464
Si	2.263	7.8285	12.0626
Si	9.2121	5.8338	15.3354
Si	9.0044	1.0858	15.5294
Si	-1.436	0.6895	12.7389
Si	6.4182	4.7526	12.7467
Si	-1.2274	9.2744	14.1628
Si	3.7068	3.4615	13.8246
Si	15.5738	3.3493	16.5495
Si	-0.1636	5.8175	12.4315
Si	6.7109	10.6433	12.1104
Si	4.0524	11.7566	12.5555
Si	0.8992	4.0994	18.4453
Si	9.63	1.9407	18.4492
Si	2.0017	9.3072	18.1328
Si	14.9339	0.7462	18.379
Si	0.657	7.5297	15.9924
Si	2.2754	15.7932	15.8667
Si	7.0826	7.5301	14.053
O	1.0058	-1.0533	-0.9235
O	0.2918	5.4868	-1.3118
O	7.2217	4.0023	-6.3803
O	2.2489	3.7952	-1.0255
O	-1.4931	7.2456	-0.3618
O	2.9405	8.1709	-1.4038
O	4.3077	6.5077	-0.3908
O	6.9996	-1.8698	-0.3205
O	-1.7542	-0.5658	-4.9174
O	8.2236	2.7592	-1.51
O	9.8378	0.6834	-0.7639
O	6.5251	4.4114	-0.4224
O	10.1306	5.6351	-6.2847
O	5.34	10.7433	-1.494
O	2.0757	4.5625	9.6444
O	7.9191	0.121	13.0867
O	3.663	0.7313	10.9559
O	2.3125	-1.345	9.039
O	1.5084	9.136	11.4877
O	0.3607	10.9372	9.8399
O	5.3258	5.6948	10.0176
O	0.2599	4.4177	11.6689
O	6.7979	4.1359	11.3041
O	7.83	6.6742	15.2156
O	9.5856	1.4699	11.3346
O	7.3081	10.2632	10.6382
O	9.5784	6.4672	11.4411
O	12.002	6.7853	12.5344
O	3.6744	4.6003	16.7318
O	4.7948	4.3951	13.0124
O	3.203	7.3134	10.8298
O	3.3075	-2.8482	13.3539
O	8.2771	8.5315	13.6253
O	0.9714	8.5767	17.1863
O	10.8846	2.8256	18.8041
O	-1.0995	1.3651	16.9329
O	5.7676	8.3995	14.5188
O	-3.2918	1.8743	15.6149
O	-4.6713	3.9362	16.5262
O	2.8871	-0.223	17.7114
O	6.6947	6.389	12.8893
O	4.5302	2.7337	15.0472
O	2.405	4.2918	14.3485
O	1.9618	6.5153	15.7463
O	10.339	10.1912	12.9753
O	5.7288	20.1768	12.2201
O	10.9472	-2.4528	14.7183
O	8.742	4.3262	15.9126
O	4.605	2.05	17.586
O	3.2075	13.0648	12.9809
O	10.2463	6.5967	16.3659
O	5.6489	11.9212	12.3653
O	-1.1645	12.563	14.0975
O	3.5601	1.4203	19.8154
O	3.9266	10.516	13.6691
O	12.0881	4.279	16.8696

Results
free energy: -35878.292 eV
free energy less fixed offsets of O -463.61, Si -117.95 eV per atom: -8.332 eV
pressure: -2.38 GPa
stress xx, yy, zz, yz, xz, xy (GPa, positive in tension): 1.78, 2.66, 2.69, 0.45, -0.27, -1.41

Forces (eV/angstrom), in the order of the atoms: element, x, y, z
Si	-0.386	1.0675	-1.6159
Si	1.5623	0.5599	-1.1265
Si	1.6638	-0.7404	0.2591
Si	-0.1466	0.1318	-0.1615
Si	0.0176	0.4875	0.0492
Si	-1.3529	0.4282	0.4761
Si	-0.6426	0.3737	-1.2359
Si	-0.7899	1.0546	0.7097
Si	-0.4764	-0.066	0.8031
Si	-2.1146	-0.3494	0.1022
Si	0.4716	0.3993	-0.9019
Si	-0.2433	-0.5908	0.0513
Si	0.2683	-0.2753	-0.2593
Si	0.0689	-0.0058	0.6304
Si	0.4425	0.8175	0.5605
Si	-1.2782	0.1422	-0.5346
Si	-0.353	-0.0322	-0.0465
Si	-0.7315	0.1018	-0.6644
Si	1.7297	0.2337	1.24
Si	0.1187	-0.2903	0.1941
Si	0.257	0.551	-0.3121
Si	-0.0908	-0.5111	0.095
Si	1.2536	0.3477	-0.1232
Si	-0.5045	-0.7956	-1.0137
Si	-0.2375	-0.2035	-0.173
Si	0.8813	-0.9999	-0.0183
Si	0.1627	-1.2397	-0.7425
Si	-0.2232	-0.297	-0.793
Si	0.7181	-0.5676	-0.4488
Si	-0.5335	1.0573	-0.3777
Si	-0.9331	0.7993	-1.2545
Si	-0.4553	1.0711	0.0661
Si	0.1256	-0.4438	-0.9628
Si	-0.8962	0.8966	0.3111
Si	0.836	0.0596	-0.2042
Si	-0.4951	0.8878	1.1663
Si	-0.4838	-0.0715	0.5715
Si	0.2262	-0.2203	-0.3275
Si	0.5844	-0.019	0.8599
Si	0.7936	0.0885	-0.376
Si	0.3173	0.5369	0.7732
Si	-0.7091	0.9224	0.4976
Si	-0.6209	0.5276	-0.8676
Si	0.0762	-0.1781	0.2143
Si	0.4168	1.1107	-0.8478
Si	-1.6977	0.506	-0.9017
Si	-0.2985	-0.5708	1.0844
Si	-0.3229	-1.1782	1.0704
Si	1.6796	-0.4247	0.7368
Si	0.8886	-0.2385	-0.9733
Si	-0.538	0.0782	0.1679
Si	1.6262	-1.9011	0.7624
Si	-0.0136	0.2446	0.6155
Si	-0.4405	-1.0217	-0.1796
Si	-0.2673	0.8749	0.4565
Si	0.1309	0.1033	-0.0807
Si	0.9931	-1.6996	-0.3617
Si	0.4258	-0.238	-1.1845
Si	0.016	0.6289	0.5688
Si	1.5546	0.0951	-1.5117
Si	-0.1213	0.8408	1.1929
Si	-0.441	1.8187	0.1107
Si	0.5242	-1.5151	-0.4616
Si	-1.9707	1.5658	0.079
Si	1.9883	0.1719	0.1755
Si	0.5067	0.6047	-2.7009
Si	0.5766	-0.7373	0.3751
Si	0.3981	-1.3269	0.713
Si	1.4629	-0.7624	-1.4191
Si	0.1543	0.7261	2.5956
Si	-1.5765	0.4881	0.4815
Si	-0.0534	0.828	0.8817
Si	1.599	0.1675	-0.5089
Si	0.5671	-1.2414	0.3963
Si	-1.0297	-0.336	1.3246
Si	-1.8176	-0.1978	-0.3328
Si	0.0788	-0.1663	-0.6163
Si	0.5962	0.4272	-0.2867
Si	-0.7656	-2.1325	0.5074
Si	0.5613	0.8731	3.5472
Si	-0.3351	0.8632	1.2289
Si	-0.7705	-0.662	-0.6054
Si	0.8628	0.8913	0.6094
Si	-0.1192	-1.1733	-0.7568
O	-0.0279	0.3817	0.2708
O	-1.1984	0.4543	0.6408
O	0.3158	-1.2093	2.5489
O	1.0362	-1.2482	1.5249
O	-0.5641	-0.3119	-0.5976
O	-0.9794	1.3418	-0.9969
O	1.9364	-1.8165	1.5925
O	0.501	0.3804	-0.1585
O	-0.0329	0.3977	-0.1252
O	1.2185	-0.9017	-0.4293
O	-0.0275	-0.047	-0.0353
O	0.224	-0.221	0.2515
O	-0.0584	0.0497	-1.6673
O	0.5014	-0.7152	0.5361
O	-0.6355	0.8393	-0.5882
O	0.3756	0.8018	-1.0143
O	-1.0175	-0.4367	1.7685
O	0.5126	0.258	-0.1337
O	-0.2359	-0.0374	-0.5736
O	0.0044	-1.3402	0.6951
O	-0.552	-0.2709	-0.057
O	0.2873	0.0873	0.4358
O	0.3089	-0.0671	-0.8386
O	-0.0157	-0.171	0.3578
O	-0.1569	-1.1394	-0.2754
O	-0.5587	0.7598	1.3792
O	0.6377	0.075	-0.9324
O	0.6943	-0.0006	-0.1725
O	-0.2296	-0.2029	-0.9481
O	-0.3533	0.0571	0.2397
O	-0.2589	-0.0903	1.109
O	0.0066	0.4026	-1.388
O	1.5114	-0.0491	-0.1592
O	0.2193	-0.3351	-1.7747
O	0.303	1.0442	-0.3946
O	-0.4844	0.6381	0.1579
O	-1.1897	-0.1946	-0.4454
O	-0.0028	0.4428	0.1337
O	-0.3466	-0.0146	0.3352
O	0.1339	-0.4239	-0.0988
O	-0.2869	0.0903	0.562
O	-0.884	0.545	0.1763
O	0.3351	0.1326	1.008
O	-0.9595	0.7137	-0.0503
O	-1.1224	0.5932	-0.318
O	-1.131	0.2142	1.1451
O	-0.1282	-0.4334	0.3221
O	0.8345	1.2234	0.0556
O	-0.6037	1.0188	-1.4262
O	0.1326	-0.329	-0.1618
O	-0.4181	-0.3368	-0.2174
O	1.7457	-0.5871	-0.1331
O	-0.5828	-1.4641	-0.2588
O	-0.4616	-0.0162	-0.8862
O	-0.1599	0.2067	-0.8531
O	-1.0152	-0.7696	-0.1807
